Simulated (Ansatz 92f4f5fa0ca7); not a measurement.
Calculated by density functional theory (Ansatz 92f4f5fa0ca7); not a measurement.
Periodic cell of 221 atoms, Si132O88H1, from a study of silicon, its oxide and their interface. The atomic structure is a simulated model.
Doubt: the cutoff is far below the 930 eV that the study's wrapper takes by default for these files, so forces and energies are approximate.

Settings: functional PBE; potential files Ansatz PAW; basis plane waves; wave-function cutoff 580 eV; density cutoff ratio 5; exchange-correlation grid ratio 1; k mesh 1 x 1 x 1, Gamma-centred; self-consistency stop 5e-08 eV per atom in the density residual; occupations fixed; spin none; net charge +1 e, with a uniform compensating background and no finite-size correction.

Cell vectors (angstrom)
a, 10.938, 0, 0
b, 0, 10.938, 0
c, 0, 0, 32.6794

Atoms: element, x, y, z (angstrom)
Si, -0.3242, 0.3025, 25.2541
Si, 5.7554, -0.4173, 25.1686
Si, 2.5252, 3.0416, 25.2164
Si, 8.4429, 2.5708, 25.2405
Si, 0.2765, 5.2422, 25.205
Si, 5.0878, 5.7925, 25.2541
Si, 3.0149, 8.1573, 25.1358
Si, 8.1149, 8.4183, 25.2566
Si, 1.3725, 1.404, 26.4768
Si, 6.7672, 1.3895, 26.4099
Si, 4.0079, 4.2166, 26.6122
Si, 9.6274, 4.1109, 26.56
Si, 1.3508, 6.9462, 26.4264
Si, 6.8456, 6.8334, 26.4672
Si, 4.1593, 9.5858, 26.6004
Si, 9.5473, 9.6533, 26.6209
Si, 2.7161, 0.0248, 27.8749
Si, 8.1206, 0.0624, 27.9073
Si, 0.0231, 2.7248, 27.9198
Si, 5.435, 2.7658, 27.853
Si, 2.6572, 5.5696, 27.9272
Si, 8.2, 5.4664, 27.871
Si, -0.0071, 8.2429, 27.8843
Si, 5.5001, 8.1561, 27.9194
Si, 4.1018, 1.3673, 29.2611
Si, 9.5708, 1.3673, 29.2611
Si, 1.3673, 4.1018, 29.2611
Si, 6.8362, 4.1018, 29.2611
Si, 4.1018, 6.8362, 29.2611
Si, 9.5708, 6.8362, 29.2611
Si, 1.3673, 9.5708, 29.2611
Si, 6.8362, 9.5708, 29.2611
Si, 0, 0, 30.6284
Si, 5.469, 0, 30.6284
Si, 2.7345, 2.7345, 30.6284
Si, 8.2035, 2.7345, 30.6284
Si, 0, 5.469, 30.6284
Si, 5.469, 5.469, 30.6284
Si, 2.7345, 8.2035, 30.6284
Si, 8.2035, 8.2035, 30.6284
Si, 1.3673, 1.3673, 31.9956
Si, 6.8362, 1.3673, 31.9956
Si, 4.1018, 4.1018, 31.9956
Si, 9.5708, 4.1018, 31.9956
Si, 1.3673, 6.8362, 31.9956
Si, 6.8362, 6.8362, 31.9956
Si, 4.1018, 9.5708, 31.9956
Si, 9.5708, 9.5708, 31.9956
Si, 2.7345, 0, 0.6835
Si, 8.2035, 0, 0.6835
Si, 0, 2.7345, 0.6835
Si, 5.469, 2.7345, 0.6835
Si, 2.7345, 5.469, 0.6835
Si, 8.2035, 5.469, 0.6835
Si, 0, 8.2035, 0.6835
Si, 5.469, 8.2035, 0.6835
Si, 4.1018, 1.3673, 2.0507
Si, 9.5708, 1.3673, 2.0507
Si, 1.3673, 4.1018, 2.0507
Si, 6.8362, 4.1018, 2.0507
Si, 4.1018, 6.8362, 2.0507
Si, 9.5708, 6.8362, 2.0507
Si, 1.3673, 9.5708, 2.0507
Si, 6.8362, 9.5708, 2.0507
Si, 0, 0, 3.418
Si, 5.469, 0, 3.418
Si, 2.7345, 2.7345, 3.418
Si, 8.2035, 2.7345, 3.418
Si, 0, 5.469, 3.418
Si, 5.469, 5.469, 3.418
Si, 2.7345, 8.2035, 3.418
Si, 8.2035, 8.2035, 3.418
Si, 1.3381, 1.2986, 4.8198
Si, 6.8505, 1.3171, 4.717
Si, 4.0811, 4.1273, 4.7114
Si, 9.6228, 4.0817, 4.7687
Si, 1.3813, 6.8634, 4.8929
Si, 6.9174, 6.7843, 4.7017
Si, 4.1085, 9.5178, 4.8271
Si, 9.6223, 9.5688, 4.8508
Si, 2.668, -0.1165, 6.2334
Si, 8.2073, 0.043, 6.1517
Si, -0.0869, 2.6539, 6.1861
Si, 5.4229, 2.6771, 5.9412
Si, 2.8444, 5.476, 6.2012
Si, 8.3059, 5.4936, 6.1026
Si, -0.008, 8.2017, 6.3843
Si, 5.5632, 8.0718, 6.0653
Si, 3.8889, 1.5605, 7.3057
Si, 9.0193, 1.7768, 7.5952
Si, 1.6464, 3.7855, 7.2789
Si, 6.8337, 4.0515, 7.1499
Si, 4.714, 6.3555, 7.4638
Si, 9.2987, 7.0026, 7.6884
Si, 1.3182, 9.5778, 7.8387
Si, 7.1091, 9.2847, 7.3372
O, 1.3922, 4.1331, 24.7015
O, 7.011, 9.5384, 24.7784
O, 2.7786, 2.6822, 7.7638
O, 8.1851, 8.1931, 7.9574
O, 5.7662, 5.1261, 7.9034
O, -2.2278, 2.2744, 18.7857
O, 4.0752, 6.998, 24.6104
O, 9.529, 1.4341, 24.7157
O, 2.1882, 8.5017, 8.7451
O, 0.9479, 4.3232, 8.6594
O, 9.3746, 1.1505, 9.087
O, 6.4576, 10.0106, 8.64
O, 4.6162, 1.0447, 8.6753
O, 4.4473, 7.174, 8.8585
O, 7.8794, 2.9649, 7.9148
O, 9.6805, 6.4016, 9.1951
O, 3.2362, 2.3973, 23.8801
O, 4.9641, -0.4428, 23.7147
O, 7.8437, 3.3842, 23.9371
O, 10.6155, 5.8753, 23.8197
O, 8.8345, 7.8593, 23.8837
O, 0.1873, 10.476, 23.8906
O, 5.5354, 4.8243, 24.0206
O, 1.178, 10.4991, 21.4246
Si, 4.1255, 6.7456, 12.1864
Si, 8.4374, -2.3434, 14.6027
Si, 5.3234, 2.8481, 13.3162
Si, 6.7392, -4.0216, 18.8893
Si, 8.5075, -9.647, 17.5105
Si, 1.7809, -3.2247, 18.2424
Si, 0.9229, 9.6098, 22.7644
Si, 11.776, 3.6087, 10.1203
Si, 5.3384, 10.7909, 9.4953
Si, 2.646, 4.062, 12.4159
Si, 13.3541, -5.4881, 16.4961
Si, -1.146, 2.9606, 19.797
Si, 10.9388, 1.2182, 15.4891
Si, 0.5216, -6.8171, 14.4973
Si, 6.5096, 0.3408, 12.237
Si, 0.386, 11.2187, 20.1223
Si, 14.3292, -6.1063, 20.5642
Si, 6.7874, -5.7843, 11.9185
Si, 5.4846, -2.0213, 13.8431
Si, 6.511, 3.871, 23.14
Si, 9.5189, 0.0217, 12.8265
Si, 10.7037, 0.6661, 9.9188
Si, 1.7626, -0.3946, 17.4521
Si, 4.1162, -3.23, 20.4833
Si, 9.1874, -4.9537, 13.4804
Si, 0.9141, -5.8838, 18.9666
Si, 5.9352, 2.4197, 16.2304
Si, 4.0601, 2.2958, 22.4766
Si, 4.7051, -0.4293, 16.3677
Si, 9.9484, 7.0914, 22.9808
Si, 7.5238, -1.4832, 17.3675
Si, 9.4288, 5.5721, 10.5915
Si, -2.6795, 5.2442, 21.06
Si, 3.8891, -0.7416, 22.5562
Si, 4.9694, 4.8163, 17.7038
Si, 14.4606, -2.6877, 9.6515
O, 1.7486, 4.5462, 17.6746
O, 9.8697, -9.8776, 16.6951
O, 19.012, 0.7227, 12.5215
O, 6.0523, -1.1872, 12.5605
O, 2.9399, -2.9411, 19.3839
O, 5.9964, 6.0844, 17.6979
O, 3.7743, -4.6512, 21.2622
O, 4.4518, 7.7523, 13.4155
O, -1.1849, 6.4128, 11.9834
O, 2.2713, 3.9559, 10.8365
O, 14.6014, -7.436, 21.4633
O, 4.8816, 1.1855, 16.2825
O, 5.6266, 1.2669, 13.2187
O, 4.2197, 4.764, 19.16
O, 2.5429, 9.3604, 23.4403
O, 10.3927, 4.2543, 10.7047
O, 16.6795, 3.4055, 17.5106
O, 8.0862, -0.1625, 18.1803
O, 4.1969, -1.9127, 21.4877
O, 7.4346, 1.8039, 16.4104
O, 5.673, 2.514, 22.7282
O, 5.9499, -1.1802, 17.1092
O, -3.2834, -2.8243, 18.2721
O, 1.4124, 0.4372, 18.8383
O, -0.8449, -0.7584, 19.9595
O, 7.6167, 5.5814, 13.2656
O, 7.8401, 5.13, 10.659
O, 17.1213, -7.2685, 12.2048
O, 5.75, 3.2612, 14.8452
O, 9.9991, -6.1911, 14.1667
O, -1.8062, -1.454, 13.4202
O, 3.2274, 7.5445, 11.0825
O, 1.5143, -5.7071, 15.1756
O, 14.679, 3.0084, 12.9853
O, 11.3331, -8.1423, 15.4269
O, 9.2669, -3.7413, 14.5653
O, 6.8427, -2.6747, 14.4642
O, 9.2251, 6.4045, 21.7027
O, -0.5411, 0.7637, 14.0074
O, 0.208, 8.1629, 22.5566
O, 1.7814, 4.7977, 20.3215
O, 7.7204, -5.0657, 19.6642
O, 5.611, -3.3394, 19.8584
O, 2.4586, -3.9145, 16.9254
O, 1.0763, -1.8591, 17.7287
O, 3.2005, -5.3895, 12.7666
O, 3.701, 0.7651, 21.9075
O, 10.7923, -9.1185, 20.4328
O, 10.527, 4.146, 18.9627
O, 6.1192, 0.6083, 10.6937
O, 5.548, -4.7653, 11.5956
O, 12.1636, 3.6984, 13.1079
O, -4.0019, -6.0639, 21.9382
O, 3.9669, 4.968, 16.4167
O, 9.0154, -7.1427, 20.961
O, -2.4281, -1.6054, 16.0636
O, 3.3634, -0.653, 17.262
O, 11.6507, 1.9784, 10.132
O, 12.1867, 0.3126, 16.0629
O, 4.2303, 9.6879, 9.9548
O, 11.4752, -0.4106, 8.9481
O, 10.3363, 0.0138, 11.392
O, 4.6434, -1.082, 14.8804
O, 0.6491, 6.6736, 18.8355
H, -1.5954, -0.5678, 19.3557

Results
free energy: -133982.772 eV
free energy less fixed offsets of H -15.97, O -568.88, Si -635.61 eV per atom: -4.842 eV

Forces (eV/angstrom), in the order of the atoms: element, x, y, z
Si, -0.0077, 0.0089, 0.0392
Si, 0.0195, 0.0042, 0.0624
Si, 0.0029, -0.0263, 0.0375
Si, -0.0397, 0.031, 0.0253
Si, -0.0215, 0.0271, 0.0084
Si, 0.0523, -0.0158, 0.0276
Si, 0.0898, -0.2085, 0.2992
Si, 0.0269, -0.0407, 0.0264
Si, 0.0002, -0.0039, -0.0166
Si, 0.0062, -0.0075, -0.0074
Si, -0.0059, -0.0019, -0.0016
Si, -0.0072, 0.0012, 0.0078
Si, -0.0423, -0.0309, 0.0188
Si, -0.0028, 0.0042, 0.001
Si, -0.0061, 0.024, -0.0188
Si, 0.0089, -0.0042, -0.0079
Si, -0.0101, -0.0015, 0.0064
Si, -0.0057, -0.0012, 0.0075
Si, -0.0002, -0.001, 0.0103
Si, 0.0137, -0.0042, 0.0046
Si, 0.0362, -0.0035, 0.0178
Si, 0.001, -0.0054, 0.0153
Si, -0.0006, 0.0217, 0.0049
Si, 0.021, -0.0372, 0.0127
Si, 0.0021, 0.13, -0.1914
Si, -0.1671, 0.0785, 0.0925
Si, -0.2289, 0.2287, 0.2347
Si, -0.0024, -0.0985, -0.2234
Si, -0.0287, 0.0481, 0.3332
Si, -0.0222, -0.0112, -0.211
Si, 0.1244, 0.0473, -0.0428
Si, -0.148, 0.0984, 0.1815
Si, -0.0699, -0.0355, -0.0263
Si, 0.0054, -0.1053, -0.0058
Si, 0.126, 0.0985, -0.0283
Si, 0.0647, 0.0208, 0.0064
Si, 0.0106, -0.1346, 0.0201
Si, -0.0539, -0.0759, -0.0188
Si, 0.1309, 0.0546, 0.0236
Si, 0.0487, 0.0582, -0.025
Si, -0.0438, 0.0437, -0.0304
Si, -0.0203, 0.0033, -0.0371
Si, 0.0228, -0.0222, 0.0025
Si, -0.0628, 0.052, -0.0022
Si, -0.0355, 0.0265, -0.0402
Si, -0.0229, -0.009, -0.0264
Si, -0.0367, 0.0656, -0.0081
Si, 0.0123, -0.0104, 0.009
Si, 0.0409, -0.0328, 0.0222
Si, -0.028, 0.0241, 0.0196
Si, -0.0148, 0.0229, 0.0132
Si, 0.0521, 0.005, 0.0224
Si, 0.0413, -0.0495, 0.009
Si, 0.0112, -0.06, 0.0396
Si, 0.0556, -0.0686, 0.0122
Si, 0.0165, 0.0146, 0.0067
Si, -0.0764, -0.0528, 0.0322
Si, -0.0258, 0.0042, 0.0206
Si, 0.0027, -0.0112, 0.0057
Si, -0.0886, -0.0009, -0.0279
Si, 0.0284, -0.0152, 0.0167
Si, 0.0661, 0.1627, 0.0069
Si, -0.0753, 0.0544, 0.0106
Si, -0.0416, -0.0336, -0.0027
Si, 0.054, -0.3443, -0.0837
Si, -0.2736, -0.4709, -0.1255
Si, -0.4374, -0.2259, 0.0483
Si, 0.102, 0.1005, -0.1302
Si, 0.4251, 0.1966, 0.2694
Si, 0.1759, -0.058, -0.5445
Si, -0.1337, -0.0602, 0.2844
Si, 0.4931, 0.3544, -0.1007
Si, -0.0097, -0.0142, -0.0102
Si, 0.0008, -0.0059, -0.0095
Si, 0.0035, 0.0127, -0.0233
Si, 0.0024, -0.0061, -0.0089
Si, -0.0039, 0.002, -0.0106
Si, 0.0051, -0.0031, -0.0075
Si, 0.0039, 0.0026, -0.0099
Si, 0.0007, 0.0013, -0.0023
Si, 0.0005, -0.0035, 0.0143
Si, -0.0079, -0.0051, -0.0139
Si, -0.0072, 0.0182, -0.0076
Si, 0.0172, -0.0063, 0.0012
Si, 0.0027, 0.0145, -0.0057
Si, -0.0069, -0.0038, 0.0079
Si, 0.0149, -0.0052, 0.0008
Si, -0.0116, 0.0038, -0.0111
Si, 0.0505, -0.0378, -0.0148
Si, 0.014, -0.0206, 0.0123
Si, -0.0192, 0.0149, -0.0033
Si, -0.0211, 0.0202, -0.054
Si, -0.0191, 0.0158, 0.0104
Si, 0.0075, -0.0396, -0.017
Si, 0.0016, 0.0176, -0.0399
Si, -0.0192, 0.0257, -0.0063
O, -0.0028, 0.0074, -0.0303
O, -0.0192, 0.0265, -0.0355
O, -0.0125, 0.0128, 0.0471
O, -0.0049, 0.0102, 0.0393
O, 0.0016, 0.0041, 0.025
O, 0.0005, 0.0005, -0.0038
O, -0.0027, -0.015, 0.0076
O, 0.0398, -0.0466, -0.0368
O, -0.008, -0.002, 0.0189
O, -0.0052, -0.01, 0.0168
O, -0.0005, 0.004, 0.0039
O, 0.0186, -0.0117, -0.0033
O, -0.013, 0.0175, -0.0045
O, 0.0063, -0.004, 0.0045
O, 0.0294, -0.0254, 0.0424
O, -0.0003, -0.0066, 0.0258
O, 0.0013, -0.0022, -0.0066
O, 0.0483, 0.0283, 0.0083
O, -0.0095, 0.0053, -0.0118
O, 0.0055, -0.0151, 0.0119
O, -0.0287, 0.0203, 0.0181
O, -0.0828, 0.061, 0.0254
O, -0.0089, 0.0007, 0.0013
O, -0.0326, 0.0747, -0.1083
Si, 0.0011, 0.0168, 0.0044
Si, -0.0004, 0.0034, 0.0336
Si, 0.0101, 0.0001, 0.035
Si, -0.0072, 0.0196, 0.0146
Si, -0.004, -0.0151, 0.0061
Si, 0.0111, 0.0107, 0.0154
Si, 0.2499, -0.0827, 0.1017
Si, -0.0019, -0.001, -0.0382
Si, -0.0078, -0.0048, -0.0084
Si, -0.0048, -0.0048, 0.0037
Si, 0.0072, 0.0105, 0.0227
Si, -0.0075, -0.0085, 0.0186
Si, 0.0059, -0.0066, 0.0375
Si, 0.0034, 0.0002, 0.0387
Si, -0.0052, -0.0003, -0.0081
Si, 0.0278, -0.0492, 0.0636
Si, 0.0198, -0.0172, 0.0391
Si, 0.008, 0.0025, 0.005
Si, -0.0028, 0.0077, 0.0355
Si, 0.0156, -0.0216, 0.0167
Si, 0.019, -0.0004, 0.0123
Si, -0.003, -0.0082, -0.0022
Si, 0.0122, -0.0109, 0.0173
Si, -0.0024, 0.0826, 0.0697
Si, 0.0006, -0.0007, 0.0201
Si, 0.0045, 0.0088, 0.0074
Si, -0.0013, -0.0114, 0.0293
Si, 0.0049, -0.0322, 0.0042
Si, -0.0095, 0.0032, 0.0356
Si, 0.0493, 0.0238, -0.0182
Si, -0.0001, 0.0073, 0.0186
Si, 0.0112, 0.0026, -0.0181
Si, 0.0036, 0.0268, 0.048
Si, -0.2427, -0.1111, 0.1214
Si, -0.002, -0.0012, 0.0169
Si, 0.0162, 0.0069, -0.0292
O, -0.0029, 0.0011, -0.0067
O, 0.0027, 0.0054, -0.0149
O, -0.0042, 0.0041, -0.0039
O, 0.0021, 0.0052, -0.0094
O, -0.0171, -0.009, -0.0216
O, -0.0028, -0.0099, -0.0042
O, 0.0006, -0.0145, -0.015
O, -0.0043, -0.0099, -0.0092
O, 0.005, 0.0029, -0.0065
O, 0.007, 0.0003, 0.0082
O, -0.0046, 0.0259, -0.0274
O, 0.0067, 0.0059, -0.0132
O, 0.0023, 0.0007, -0.0079
O, 0.0054, -0.0018, -0.0171
O, -0.1151, 0.3783, -0.466
O, -0.0002, 0.0041, 0.0079
O, 0.0009, 0.0022, -0.0074
O, 0.0049, 0.0017, 0.0064
O, 0.0505, -0.0536, -0.1129
O, -0.0045, 0.0044, -0.0035
O, -0.0026, 0.0102, -0.0055
O, 0.0028, -0.0018, -0.0118
O, -0.0002, 0.0009, -0.0046
O, 0.0059, 0.0032, -0.0101
O, -0.021, 0.0045, -0.0171
O, -0.0049, -0.0027, -0.0099
O, -0.0033, -0.0001, 0.0112
O, -0.0035, 0, -0.0035
O, -0.005, 0.0005, -0.0227
O, -0.0044, 0.0053, -0.0101
O, -0.0007, 0.006, -0.0134
O, -0.0103, -0.0157, 0.0254
O, -0.0083, -0.0092, -0.016
O, -0.0046, 0.0012, -0.0074
O, 0.0037, 0.0086, -0.015
O, 0.0052, -0.0058, -0.0078
O, -0.0072, 0.0009, -0.015
O, -0.0267, -0.0273, -0.025
O, -0.0056, -0.0028, -0.0145
O, -0.0527, -0.0119, -0.0186
O, -0.0131, -0.0059, -0.0122
O, -0.0013, -0.0041, -0.0111
O, 0.0262, -0.0155, -0.0159
O, -0.0044, -0.006, -0.0049
O, 0.0019, -0.0003, -0.0018
O, -0.0041, -0.0046, 0.001
O, 0.0079, 0.0145, -0.005
O, -0.0057, 0.0196, 0.0007
O, 0.0039, 0.0075, -0.0067
O, 0.0084, 0.0072, 0.0222
O, 0.0053, -0.005, 0.0019
O, 0.0078, 0.0011, -0.008
O, 0.004, 0.0111, -0.0162
O, 0.0036, -0.0045, -0.009
O, 0.0091, -0.0162, -0.0121
O, 0.0043, -0.0071, -0.0169
O, -0.0029, -0.0014, -0.0084
O, -0.002, 0.0067, 0.0026
O, -0.0054, 0.0066, -0.0193
O, -0.0044, 0.0011, 0.0097
O, -0.0087, 0.0125, 0.0322
O, -0.004, -0.0087, 0.0084
O, 0.0064, -0.0083, -0.0247
O, -0.0066, -0.0058, -0.0023
H, -0.0074, -0.0072, -0.0023

The program warned: the cutoff lies below the one the program advises for these potential files; the exchange-correlation potential is rough where the density is thin.
